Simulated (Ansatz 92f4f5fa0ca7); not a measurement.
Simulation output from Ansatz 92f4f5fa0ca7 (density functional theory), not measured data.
Periodic cell of 363 atoms, Si241O122, from a study of silicon, its oxide and their interface. The atomic structure is a simulated model.
Doubt: the cutoff is far below the 930 eV that the study's wrapper takes by default for these files, so forces and energies are approximate.
This geometry differs little from another in the collection (a relaxation step or a small displacement).

Settings: functional PBE; potential files Ansatz PAW; basis plane waves; wave-function cutoff 580 eV; density cutoff ratio 5; exchange-correlation grid ratio 1; k mesh 1 x 1 x 1, Gamma-centred; self-consistency stop 5e-08 eV per atom in the density residual; occupations fixed; spin none; net charge 0.

Cell vectors (angstrom)
a 11.6015 0 0
b 0 13.3963 0
c 0 0 41.1617

Atoms: element, x, y, z (angstrom)
Si 0 2.2327 1.1851
Si 3.8672 2.2327 1.1851
Si 7.7343 2.2327 1.1851
Si 1.9336 5.5818 1.1851
Si 5.8008 5.5818 1.1851
Si 9.6679 5.5818 1.1851
Si 0 8.9308 1.1851
Si 3.8672 8.9308 1.1851
Si 7.7343 8.9308 1.1851
Si 1.9336 12.2799 1.1851
Si 5.8008 12.2799 1.1851
Si 9.6679 12.2799 1.1851
Si 1.9336 1.1164 1.9745
Si 5.8008 1.1164 1.9745
Si 9.6679 1.1164 1.9745
Si 0 4.4654 1.9745
Si 3.8672 4.4654 1.9745
Si 7.7343 4.4654 1.9745
Si 1.9336 7.8145 1.9745
Si 5.8008 7.8145 1.9745
Si 9.6679 7.8145 1.9745
Si 0 11.1635 1.9745
Si 3.8672 11.1635 1.9745
Si 7.7343 11.1635 1.9745
Si 1.9336 1.1164 4.3426
Si 5.8008 1.1164 4.3426
Si 9.6679 1.1164 4.3426
Si 0 4.4654 4.3426
Si 3.8672 4.4654 4.3426
Si 7.7343 4.4654 4.3426
Si 1.9336 7.8145 4.3426
Si 5.8008 7.8145 4.3426
Si 9.6679 7.8145 4.3426
Si 0 11.1635 4.3426
Si 3.8672 11.1635 4.3426
Si 7.7343 11.1635 4.3426
Si 0 0 36.8211
Si 3.8672 0 36.8211
Si 7.7343 0 36.8211
Si 1.9336 3.3491 36.8211
Si 5.8008 3.3491 36.8211
Si 9.6679 3.3491 36.8211
Si 0 6.6981 36.8211
Si 3.8672 6.6981 36.8211
Si 7.7343 6.6981 36.8211
Si 1.9336 10.0472 36.8211
Si 5.8008 10.0472 36.8211
Si 9.6679 10.0472 36.8211
Si 0 0 39.1893
Si 3.8672 0 39.1893
Si 7.7343 0 39.1893
Si 1.9336 3.3491 39.1893
Si 5.8008 3.3491 39.1893
Si 9.6679 3.3491 39.1893
Si 0 6.6981 39.1893
Si 3.8672 6.6981 39.1893
Si 7.7343 6.6981 39.1893
Si 1.9336 10.0472 39.1893
Si 5.8008 10.0472 39.1893
Si 9.6679 10.0472 39.1893
Si 0 2.2327 39.9787
Si 3.8672 2.2327 39.9787
Si 7.7343 2.2327 39.9787
Si 1.9336 5.5818 39.9787
Si 5.8008 5.5818 39.9787
Si 9.6679 5.5818 39.9787
Si 0 8.9308 39.9787
Si 3.8672 8.9308 39.9787
Si 7.7343 8.9308 39.9787
Si 1.9336 12.2799 39.9787
Si 5.8008 12.2799 39.9787
Si 9.6679 12.2799 39.9787
Si -0.1918 -0.8182 29.019
Si 4.0649 -0.1481 29.8457
Si 7.8426 0.2372 29.686
Si 1.7145 2.6293 29.4894
Si 5.5361 3.1665 29.8311
Si 9.7351 4.5147 28.3209
Si -2.0871 3.8331 30.5545
Si 3.727 6.6943 29.5932
Si 7.743 6.7445 28.5698
Si 2.2805 9.7877 29.7665
Si 5.9757 10.1066 29.7805
Si 10.5924 9.5644 29.2636
Si -0.418 2.0866 30.6725
Si 3.6812 2.0233 30.6647
Si 7.5935 2.399 30.6275
Si 1.1717 4.7974 28.7573
Si 5.4924 5.3915 30.4013
Si 13.1781 6.2605 30.547
Si 0.556 8.4298 30.5864
Si 4.1914 8.8168 30.5889
Si 7.9549 9.1442 30.5297
Si 2.2879 11.9871 30.5892
Si 6.0662 12.3403 30.5645
Si 9.959 13.3727 30.5977
Si 0.0586 2.1732 32.9665
Si 3.8709 2.1746 32.9786
Si 7.7079 2.1296 32.9603
Si 1.886 5.5954 32.8348
Si 5.8105 5.5484 32.7841
Si 9.6498 5.2638 32.6572
Si 0.0671 8.8395 32.8573
Si 3.937 8.8242 32.9343
Si 7.8156 8.8924 32.8737
Si 2.021 12.1537 32.9156
Si 5.8723 12.2283 32.9142
Si 9.7926 12.3639 32.7968
Si 1.9653 1.0086 33.7072
Si 5.7986 1.0399 33.7395
Si 9.703 1.1152 33.7573
Si 0.0119 4.411 33.6689
Si 3.8481 4.4675 33.6083
Si 7.7021 4.3821 33.6571
Si 1.9743 7.7715 33.739
Si 5.8809 7.7547 33.6753
Si 9.7193 7.6185 33.502
Si 0.0301 11.1021 33.6233
Si 3.9547 11.0649 33.6844
Si 7.8594 11.1642 33.6199
Si 1.9329 1.1034 36.056
Si 5.7976 1.1095 36.0768
Si 9.6647 1.1197 36.0874
Si -0.0004 4.4654 36.0351
Si 3.8605 4.4721 36.0016
Si 7.728 4.4651 36.0279
Si 1.9416 7.8121 36.0764
Si 5.8125 7.8042 36.0389
Si 9.6736 7.77 35.9455
Si -0.0043 11.1541 36.0099
Si 3.88 11.153 36.0423
Si 7.7572 11.1699 36.0077
Si -0.0074 0.0215 5.1119
Si 3.8546 0.0086 5.1784
Si 7.7305 0.0191 5.046
Si 1.931 3.3361 5.1588
Si 5.8002 3.3441 5.151
Si 9.6636 3.3517 5.1632
Si -0.0077 6.7175 5.1414
Si 3.8664 6.7131 5.1302
Si 7.7325 6.6986 5.1147
Si 1.9368 10.0523 5.1665
Si 5.7982 10.0484 5.1168
Si 9.6808 10.0327 5.1027
Si -0.0544 0.0993 7.4673
Si 3.7894 0.0681 7.5885
Si 7.681 0.0988 7.3629
Si 1.9072 3.3455 7.552
Si 5.7791 3.3724 7.536
Si 9.6406 3.3971 7.5565
Si -0.0356 6.7872 7.5177
Si 3.8416 6.7824 7.497
Si 7.7103 6.7295 7.4708
Si 1.9394 10.1054 7.562
Si 5.8074 10.0808 7.4738
Si 9.7101 10.0268 7.4508
Si -0.0557 2.3072 8.439
Si 3.86 2.302 8.4483
Si 7.7097 2.2638 8.3705
Si 1.8956 5.6193 8.1696
Si 5.7615 5.629 8.2396
Si 9.6363 5.6518 8.2971
Si 0.0462 9.0009 8.4389
Si 3.896 9.0135 8.3631
Si 7.7525 8.9584 8.2373
Si 1.8084 12.3552 8.3247
Si 5.79 12.3443 8.1546
Si 9.5877 12.2991 8.0252
Si -0.1134 2.4979 10.8822
Si 3.7765 2.3903 10.8841
Si 7.7018 2.299 10.7842
Si 1.841 5.5941 10.4798
Si 5.7212 5.5048 10.58
Si 9.5903 5.7498 10.6588
Si 0.2458 9.0048 10.8897
Si 4.0529 8.8231 10.7404
Si 7.8147 8.7759 10.5873
Si 1.0802 12.6617 10.5693
Si 3.6485 10.5768 12.2779
Si 10.2878 12.6251 10.9783
Si 1.7822 1.3061 11.5563
Si 5.7902 -0.612 11.3383
Si 9.622 1.3065 11.7653
Si -0.0905 4.7488 11.4946
Si 3.7057 4.64 11.4489
Si 7.678 4.5437 11.4024
Si 2.1241 7.6736 11.3915
Si 5.9479 7.6367 11.4413
Si 9.7906 7.9495 11.4947
Si 1.3105 10.8618 12.0162
Si 5.7299 14.9701 11.9104
Si 8.1299 11.2672 12.3824
O 9.505 1.144 13.42
O 11.5111 5.0676 13.1262
O -2.1963 -1.2195 9.6712
O 7.8963 10.8727 13.934
O 3.596 5.0493 13.0728
O 5.9569 1.5855 13.5856
O 7.4858 4.5597 13.0443
O 12.325 11.43 13.4529
O 5.9827 7.7327 13.1025
O 9.4894 7.9825 13.1291
O 3.9551 10.4313 13.9124
O 2.3107 7.4412 13.054
O 9.0021 5.9294 27.965
O 2.3182 2.0731 28.0295
O 5.7912 3.1001 28.1883
O 5.7668 9.9825 28.1517
O 7.7804 13.3854 28.033
O -7.7813 -0.1499 28.1843
O 2.3635 9.496 28.1194
O 6.9908 7.4528 27.3204
O 3.6448 6.5208 27.9028
O -0.1379 13.3064 27.5394
O 10.1465 8.9565 27.8036
O 9.1901 3.3832 27.2733
Si 0.8808 1.0912 21.9978
Si 9.9556 4.4173 19.1243
Si 9.5466 0.4874 14.9217
Si -0.644 11.3209 24.3321
Si 7.3596 11.721 15.2397
Si 7.5919 9.0257 16.4078
Si 2.6676 1.0299 14.546
Si 3.7199 1.6528 22.8899
Si 1.9695 0.9414 17.4361
Si -0.9923 7.3491 22.999
Si 5.3534 2.2084 14.9911
Si -0.3363 6.8837 20.087
Si 4.0624 4.2024 24.7917
Si 4.1575 11.6603 14.993
Si 5.9577 13.2229 22.2341
Si 3.2193 1.0018 27.1821
Si 5.7365 2.7096 26.6183
Si 5.7739 7.3279 14.6711
Si 5.1382 1.1493 17.9394
Si 11.4341 11.2138 14.7946
Si 0.8602 12.8862 26.2918
Si 5.6983 2.3011 20.7242
Si 8.1361 5.8526 24.0451
Si 8.4591 12.8073 23.8489
Si 2.9743 6.2644 14.0027
Si 9.783 2.0745 23.2416
Si 5.3173 11.8532 19.5363
Si 9.8267 3.4446 16.1091
Si 7.1951 4.6118 14.6388
Si 10.0613 8.2556 14.6378
Si 7.0481 9.1989 19.3774
Si 0.3362 11.3822 21.5905
Si 1.0579 2.9779 19.518
Si 9.5899 9.7951 26.5122
Si 2.433 5.7502 27.03
Si 14.0486 10.1838 26.642
Si 2.4513 5.6883 20.1445
Si 7.9782 4.1592 21.5406
Si 7.1616 8.0809 25.8175
Si 5.5067 10.4209 26.6093
Si 4.4714 7.7132 20.3697
Si 1.5855 7.7573 24.8748
Si 3.5698 6.3912 22.8199
Si 8.55 3.1851 25.7866
Si 2.6685 10.3053 19.6987
Si 1.9366 11.3588 17.1561
Si 9.8497 9.3566 20.8921
Si 0.1448 5.5234 14.6805
Si 7.8107 12.3777 26.7501
O 4.2009 6.8891 14.8979
O 5.7243 1.4598 16.4272
O 3.8498 6.3799 19.6061
O 1.6028 12.8058 17.8796
O 7.7203 5.4452 22.5168
O 5.7451 11.9482 15.2177
O 11.8446 7.7593 23.9672
O 8.3434 13.1685 25.436
O -1.159 5.9704 19.0123
O 6.4777 3.6386 21.1926
O 1.9482 9.2321 25.4363
O 9.6565 2.4658 24.8248
O 3.4341 8.9469 20.1261
O 8.6037 8.8268 25.6771
O 9.6029 3.7351 17.698
O 8.105 13.1848 15.3492
O 11.9677 10.8556 23.1471
O 11.5507 12.735 24.946
O 3.4883 13.0252 14.3843
O 2.2483 0.9572 22.868
O 11.056 6.9903 14.9894
O 5.6383 13.0873 18.5071
O 11.1671 3.5577 19.7951
O 1.088 2.1275 18.1212
O 1.8611 10.1741 18.2817
O 7.0862 6.9583 24.6443
O 5.4398 12.1483 21.1364
O 11.1446 4.305 15.6107
O 1.2449 6.7179 19.7479
O 9.6349 6.4817 23.9602
O 9.4652 11.5375 23.703
O 10.8107 10.2191 25.5246
O 7.5857 8.59 17.9712
O 3.7517 11.4743 19.3765
O 8.5333 4.0641 15.3542
O 1.6573 10.7564 20.8869
O 14.165 5.5976 21.7859
O 9.8852 8.6976 22.4011
O 4.2102 2.2756 21.4343
O 6.3319 11.8045 26.3642
O 10.7016 9.7585 14.6648
O 2.7847 7.2967 23.8969
O 9.9064 1.8008 15.8718
O -0.2554 1.9466 22.8054
O 10.5774 12.6016 15.0161
O 1.3574 1.9106 20.6864
O 4.792 13.8421 23.2138
O 4.5348 1.6128 26.4287
O 3.7322 2.2471 14.7856
O 10.5543 10.836 20.8906
O 5.9788 8.0961 19.9279
O 7.2014 2.2684 26.0341
O 9.0733 0.6412 23.0092
O 2.1468 0.4693 26.0644
O 10.7589 8.4199 19.8953
O 1.4792 11.4599 26.6945
O 8.8487 8.2614 15.7138
O 6.8079 6.127 15.0709
O 7.7269 10.6673 16.4329
O 1.6742 1.0124 15.8292
O 6.1958 8.5775 15.6464
O 8.9735 3.1434 22.3306
O 4.4312 5.3058 23.6624
O 6.577 14.4492 21.3359
O 2.9214 4.7014 25.8552
O 8.8075 11.1175 27.092
O 1.481 6.8078 26.2056
O 11.0357 6.4612 21.6723
O 8.3022 9.4246 20.397
O 3.9502 10.6969 26.3044
O 5.9887 9.1976 25.6337
O 2.1551 4.2052 19.5164
O 7.0261 12.4516 23.1807
O 5.9163 3.7212 15.1006
O 3.6493 2.825 24.0199
O 5.5918 2.2387 19.088
O 1.7649 5.6808 14.9506
O 0.326 13.0138 21.5634
O 3.4093 11.3419 16.4099
O 8.6576 4.4558 20.0969
O 4.5496 7.3665 21.9644
O 5.3855 4.0064 25.704
O 0.7887 11.0377 16.0789
O 6.3053 10.6286 19.1496
O 8.1568 4.5987 25.0792
O 3.5232 1.2126 17.8165
O 9.7337 -1.8711 12.1272
O 19.9049 7.7532 29.7202
O 6.024 12.3905 9.783
O 7.2233 -0.8028 12.1377
O 6.7472 5.7596 29.3715
O 1.2206 26.3789 29.7647
O 16.1067 11.9181 11.8448
O 13.3617 1.2715 13.2236
O 20.9158 -3.3503 30.2066
O 11.3847 -2.4458 28.883
O -0.2863 4.7117 27.9915
O 7.4801 10.2107 11.3544

Results
free energy: -222585.601 eV
free energy less fixed offsets of O -568.88, Si -635.61 eV per atom: -0.231 eV

Forces (eV/angstrom), in the order of the atoms: element, x, y, z
Si 0.0025 -0.0349 0.0032
Si -0.0014 -0.0372 -0.0264
Si 0.0075 -0.0008 -0.0013
Si 0.0019 0.0034 0.0342
Si 0.0199 0.0168 0.0165
Si -0.0018 0.0344 -0.0031
Si -0.0113 -0.0107 0.0079
Si 0.0165 -0.012 0.0286
Si 0.016 -0.0125 -0.0131
Si -0.0087 0.008 -0.0211
Si -0.0031 0.0026 0.0141
Si 0.0004 -0.0243 0.027
Si 0.0332 0.0142 0.007
Si -0.1131 0.0309 -0.0013
Si 0.0144 0.0907 -0.0053
Si -0.0084 0.005 -0.0132
Si -0.013 -0.0137 -0.0173
Si -0.0057 -0.0431 0.0059
Si -0.0227 0.036 -0.0077
Si -0.0023 0.0016 0.005
Si -0.0112 -0.0357 0.0186
Si 0.0525 0.0219 0.0003
Si -0.03 0.0517 -0.0045
Si 0.0125 -0.0294 -0.0143
Si 0.0465 0.0392 -0.1158
Si -0.2904 0.1154 -0.1355
Si 0.048 0.2614 -0.2914
Si -0.0214 0.0216 0.3244
Si -0.0357 -0.0213 0.2642
Si -0.0118 -0.0644 0.0949
Si -0.0419 0.1341 0.0642
Si 0.001 0.0279 -0.1357
Si -0.0207 -0.076 -0.2804
Si 0.1236 0.0594 0.0826
Si -0.0919 0.1217 0.1924
Si 0.0409 -0.0781 -0.0135
Si -0.0036 -0.1668 0.0988
Si -0.0335 -0.138 0.2113
Si -0.0065 -0.1244 0.2122
Si 0.0345 0.0085 -0.1068
Si -0.111 0.0921 -0.057
Si -0.0328 0.1323 0.0887
Si -0.0978 -0.0541 0.0061
Si 0.1313 -0.0913 0.0943
Si 0.1625 -0.0681 -0.0292
Si -0.029 0.066 0.0123
Si 0.2507 -0.0321 -0.0965
Si 0.0501 -0.2972 -0.3628
Si 0.0162 -0.0655 0.004
Si -0.0157 -0.0502 0.0064
Si -0.0167 -0.0485 -0.0018
Si 0.0213 -0.0058 -0.0069
Si -0.0408 0.0254 -0.0009
Si -0.0074 0.0615 -0.0048
Si -0.047 0.0134 0.0076
Si 0.0496 -0.0305 0.0075
Si 0.0702 0.0141 0.0082
Si -0.0084 0.0452 0.0025
Si 0.0838 0.0051 0.0088
Si 0.0079 -0.1135 0.0136
Si 0.002 0.0145 -0.02
Si -0.001 0.01 0.0052
Si -0.0056 -0.0082 -0.0182
Si -0.0022 0.0006 -0.0272
Si -0.017 -0.0119 -0.0037
Si -0.0004 -0.0281 0.0269
Si 0.0036 0.0001 -0.0018
Si -0.0143 -0.0006 -0.0401
Si -0.0155 0 0.013
Si 0.0079 0.0052 0.0344
Si 0.0028 0.0111 0.0158
Si 0.0017 0.048 -0.0285
Si -0.0103 0.0323 0.0067
Si -0.0202 0.0233 0.008
Si 0.0105 0.0137 0.0409
Si 0.0095 0.0105 0.0127
Si 0.0071 -0.0159 0.0182
Si 0.0081 0.0006 0.0177
Si 0.0287 -0.0118 -0.0009
Si -0.0048 0.0154 0.0329
Si -0.0114 -0.0286 0.0183
Si 0.0418 -0.0229 0.0391
Si 0.004 0.0128 0.0396
Si -0.0057 -0.0192 0.0276
Si -0.0413 0.0304 -0.0009
Si -0.0082 0.002 -0.0052
Si -0.0174 0.009 -0.013
Si 0.0595 0.0097 0.0112
Si -0.0032 -0.0012 -0.0203
Si 0.0054 0.0107 -0.0395
Si 0.0019 -0.0022 -0.0114
Si -0.0266 0.0289 -0.0048
Si 0.0043 0.0058 -0.0292
Si 0.0177 -0.0003 -0.01
Si 0.0195 -0.0306 -0.0154
Si -0.025 0.0242 -0.0178
Si 0.0032 -0.0006 0.0124
Si 0.003 -0.0052 -0.0025
Si -0.0013 -0.0172 0.0097
Si -0.019 -0.0027 0.0147
Si 0.0003 0.0067 0.0139
Si -0.0063 0.0008 0.003
Si -0.0081 -0.0017 0.0039
Si 0.0057 -0.0158 -0.0126
Si 0.0046 -0.0135 0.0178
Si -0.0135 -0.0035 0.0271
Si -0.0151 -0.008 0.0133
Si -0.0006 -0.0132 0.0283
Si -0.0036 0.0112 -0.0094
Si 0.0112 0.0232 -0.0125
Si 0.0024 0.0117 -0.0027
Si -0.0022 -0.004 -0.0115
Si 0.0159 -0.0037 -0.0086
Si 0.0092 0.0043 -0.003
Si 0.0051 0.0086 -0.0192
Si -0.0046 0.0039 -0.0067
Si -0.0077 0.0078 -0.0117
Si 0.0131 0.006 -0.0214
Si 0.012 0.0134 -0.015
Si 0.0059 -0.0048 -0.0119
Si 0.0015 -0.0006 -0.0083
Si -0.0008 -0.0039 -0.0084
Si 0.0015 -0.0112 -0.0036
Si 0.0036 0.0049 0.0013
Si -0.0004 -0.0032 0.0012
Si -0.0013 0.0039 -0.0061
Si -0.0028 -0.0089 0.0043
Si 0.0048 -0.0051 -0.0097
Si 0.0001 0.0092 -0.0031
Si -0.0016 0.0036 -0.0033
Si -0.0053 0.0048 0.0024
Si -0.0055 0.0004 0.0023
Si 0.005 0.0028 -0.0035
Si -0.0053 0.0043 0.0078
Si -0.0035 0.0054 0.0086
Si 0.0006 -0.0064 0.0008
Si -0.0019 -0.0062 0.0002
Si -0.003 -0.0042 -0.0034
Si -0.005 0.001 0.0038
Si -0.0043 -0.0021 0.0086
Si -0.0008 0.0009 0.0026
Si -0.0053 0.0011 -0.0038
Si 0.0012 -0.0039 0.0081
Si -0.0013 -0.0023 0.0023
Si 0.0078 -0.0079 0.0014
Si 0.0081 -0.0016 -0.0045
Si 0.0119 -0.0118 0.0133
Si -0.0029 0.011 -0.0079
Si -0.0047 0 0.003
Si 0.0044 -0.0047 -0.0031
Si 0.0055 -0.014 0.006
Si 0.0014 -0.0168 -0.0026
Si -0.0057 -0.013 -0.0026
Si -0.0022 -0.0046 0.005
Si 0.0032 0.0066 0.0047
Si 0.0069 0.0172 0.0083
Si -0.0009 0.0031 -0.0041
Si 0.0106 -0.005 -0.0124
Si 0.0006 -0.0053 -0.0141
Si -0.0001 0.0085 0.0043
Si 0.0031 0.0116 0.001
Si 0.0089 0.0128 -0.0063
Si -0.0038 0.0049 -0.0105
Si 0.0022 0.011 0.0005
Si 0.0016 0.0071 0.0076
Si 0.0021 0.0129 -0.003
Si -0.0085 -0.0002 -0.0382
Si -0.0287 -0.0009 -0.042
Si -0.0104 0.021 0.0025
Si -0.0071 0.0227 0.0098
Si 0.0083 -0.0183 0.0074
Si -0.0066 -0.0027 0.0077
Si 0.0155 -0.0054 0.0155
Si 0.0063 -0.0215 0.0133
Si -0.0087 -0.01 0.0053
Si 0.0006 0.0064 0.0124
Si -0.0094 0.0086 0.0045
Si 0.0337 -0.0206 0.0261
Si 0.0185 0.0124 -0.0254
Si -0.0256 -0.0159 0.052
Si 0.0085 0.0055 -0.0255
Si 0.0363 -0.024 0.0021
Si 0.0222 -0.0111 -0.0283
Si 0.0059 0.0031 -0.0215
Si -0.0222 0.0024 -0.034
Si -0.0246 0.0304 -0.0236
Si 0.0071 -0.0307 -0.0217
Si 0.0039 -0.0044 0.0011
Si 0.0017 0.0187 -0.0177
Si -0.0254 0.0289 -0.0323
Si -0.0142 0.0073 -0.01
Si -0.0002 0.005 -0.0224
O -0.006 -0.0057 0.0663
O -0.004 0.002 0.0264
O 0.0047 0.0049 0.0203
O -0.0129 0.0124 0.0318
O -0.0062 0.0223 0.0274
O -0.0062 0.0121 0.0183
O 0.0041 -0.0027 0.0329
O -0.0068 0.0058 0.0246
O 0 -0.0023 0.0152
O 0.0056 0.0058 0.029
O -0.0017 0.0151 0.01
O 0.0084 -0.0042 0.0176
O 0.0019 0.0055 -0.0006
O 0.0149 -0.0258 -0.0154
O -0.0026 -0.0036 -0.0124
O -0.0163 0.005 -0.0428
O -0.003 -0.0168 -0.0437
O 0.0026 -0.0001 -0.0133
O -0.0012 -0.0035 -0.0363
O 0.0001 0.005 -0.0077
O -0.0158 -0.0082 -0.0193
O 0.002 0.01 -0.0221
O -0.0095 0.0105 -0.0118
O -0.0076 -0.0034 -0.025
Si -0.0003 0.0072 0.0019
Si -0.0016 0.0006 0.0051
Si -0.0059 0.0014 -0.0204
Si 0.0052 0.0096 0.0007
Si 0.0106 -0.0005 -0.0064
Si 0.0015 -0.007 0.0061
Si -0.0037 0.0097 0.0026
Si 0.0024 0.0074 0.0051
Si 0.0039 0.0062 0.0101
Si 0.0039 0.0008 0.004
Si 0.0028 0.0027 -0.0047
Si -0.0003 0.0009 0.0001
Si -0.0057 0 0.0019
Si 0.0046 -0.0064 0.0038
Si 0.0004 0.0052 0.0035
Si 0.0021 0.0142 -0.0041
Si -0.0061 -0.0028 0.0079
Si -0.0092 -0.0177 -0.0141
Si -0.0045 0.0053 0.0055
Si -0.0008 0.0007 0.0036
Si -0.0064 0.0171 0.0042
Si 0.0028 0.0125 0.0052
Si -0.004 -0.0068 0.003
Si 0.0006 0.0032 -0.0002
Si -0.0013 -0.0078 0.005
Si -0.0035 0.0024 0.0002
Si -0.0022 -0.0006 0.0055
Si 0.0005 0.0105 0.0116
Si -0.0103 0.0131 -0.0017
Si 0.0048 -0.0175 -0.0053
Si -0.0017 0.0045 0.0079
Si 0.0012 0.0017 0.0031
Si -0.0014 0.0015 0.006
Si 0.0055 -0.0094 0.0082
Si -0.0089 -0.0145 0.0437
Si 0.0007 -0.0003 -0.0009
Si -0.0008 0 0.0012
Si -0.0015 0.0036 0.0003
Si 0 0.0009 -0.0041
Si 0.001 0.0039 0.0114
Si 0.001 -0.0028 0.0008
Si 0.0008 0.0093 0.0134
Si 0.001 -0.0017 0.0047
Si 0.0001 -0.0011 0.0117
Si -0.0004 0.0058 0.003
Si 0.002 0.0027 0.0045
Si 0.0002 0 -0.0005
Si 0.0127 0.0131 -0.0041
Si -0.0117 0.0042 0.0033
O 0.0113 0.0066 -0.004
O -0.0012 -0.0058 0.0038
O 0.0005 0.0017 -0.0027
O 0.0024 -0.0007 -0.0064
O 0.0014 -0.0005 -0.0009
O -0.0041 -0.0023 -0.0117
O -0.0065 -0.0013 -0.0029
O 0.0036 0.0006 -0.0071
O -0.0011 -0.0006 -0.0009
O -0.0056 -0.0093 -0.0045
O -0.0024 -0.0134 -0.0078
O 0.0027 -0.0021 -0.0049
O 0.0015 0.0017 -0.0014
O -0.0071 -0.0043 0.002
O -0.0014 -0.0002 -0.0027
O 0.0037 0.0009 -0.0094
O 0.0019 0.0001 -0.0051
O -0.0092 -0.0088 -0.0116
O 0.0002 0.0018 -0.0034
O -0.0068 -0.0007 -0.0036
O -0.0073 0.0056 -0.0096
O -0.0012 0.0036 -0.0066
O 0.001 0.0014 -0.0034
O 0.0031 -0.0032 -0.0049
O 0 -0.0006 -0.0013
O 0.0002 -0.0005 0.0006
O -0.0003 0.0006 -0.0042
O -0.0029 -0.0057 -0.0099
O 0.0003 0.0004 -0.0004
O 0.0029 0.0034 -0.0015
O -0.0032 0.0007 0
O 0.0001 0.0053 -0.0032
O 0.0002 0.0031 0.0007
O -0.0006 -0.0016 0.0012
O -0.0012 -0.0026 -0.0077
O -0.0009 0.002 -0.0037
O -0.0016 0.0017 -0.0017
O -0.0026 0.0035 -0.002
O 0.0002 0.0005 -0.0051
O 0.0035 -0.002 0.0066
O -0.0004 0.0051 -0.0073
O 0.0025 -0.0031 -0.0039
O -0.0016 -0.0101 -0.0157
O 0.0064 -0.0039 -0.0049
O 0.0052 -0.0004 -0.0136
O -0.0042 -0.001 0.0021
O 0.0008 -0.0029 -0.0026
O 0.0018 0.0056 0.0065
O 0.0003 -0.0085 -0.0079
O -0.0029 0.001 -0.0005
O -0.0019 0.0024 -0.0022
O 0.0042 0.0009 -0.0015
O 0.0004 0.0023 0.0009
O 0.0009 0.0008 -0.0043
O -0.0021 0.002 -0.0017
O 0.0016 -0.0168 0.0177
O -0.0114 0.0059 0.0018
O 0.0025 -0.0042 -0.0124
O -0.0008 -0.0008 -0.0054
O 0.0048 -0.0018 -0.009
O 0.0084 0.0106 0.0051
O 0 0.0021 -0.0024
O -0.0019 0.0083 -0.0056
O -0.0001 -0.0009 -0.0025
O 0.0071 -0.0073 -0.0141
O -0.0001 0.0043 0.0018
O -0.0045 0.0158 -0.0123
O -0.0012 0.0002 -0.0005
O -0.0028 0.0012 -0.0045
O -0.0042 -0.0002 0.0042
O 0.0032 -0.0075 -0.0006
O -0.0008 0.0015 -0.003
O -0.004 0.0013 -0.0019
O 0.0039 -0.0056 -0.0093
O -0.0033 -0.0049 -0.0065
O -0.0038 -0.007 -0.0067
O -0.014 -0.0035 -0.0044
O -0.0009 -0.0026 0.0012
O -0.0083 -0.0004 -0.0024
O 0.0014 0.0005 -0.0002
O -0.0006 0.0034 -0.0009
O -0.0011 0.0069 -0.0027
O 0.0071 0.0052 0.0015
O 0.0011 -0.0035 -0.0027
O -0.001 0.0088 -0.006
O -0.0023 -0.0012 -0.0069
O -0.0124 -0.0042 -0.0324
O -0.0098 -0.0157 0.0045
O -0.0021 0.0076 0.0352
O 0.0091 -0.0001 -0.0004
O 0.0162 0.0217 -0.0077
O 0.0153 -0.0235 0.0116
O -0.0093 -0.002 -0.001
O 0.0075 -0.0067 0.0319
O 0.0056 0.006 0.0006
O 0.0095 -0.0218 -0.0246
O -0.0568 0.013 -0.0216
O 0.0062 -0.0213 -0.0126

The program warned: the cutoff lies below the one the program advises for these potential files; the forces do not sum to zero within the program's tolerance; the exchange-correlation potential is rough where the density is thin.
